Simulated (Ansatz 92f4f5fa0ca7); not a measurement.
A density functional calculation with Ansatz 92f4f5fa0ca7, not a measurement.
Periodic cell of 204 atoms, Si117O87, from a study of silicon, its oxide and their interface. The atomic structure is a simulated model.

Settings
functional: r2SCAN
potential files: Ansatz norm-conserving
basis: plane waves
wave-function cutoff: 1300 eV
density cutoff ratio: 4
exchange-correlation grid ratio: 1
k mesh: 2 x 2 x 1, shifted by 0.5 0.5 0.5 of a step
self-consistency stop: 5e-08 eV per atom in the density residual
occupations: Fermi-Dirac, 0.05 eV
spin: none
net charge: 0

Cell vectors (angstrom)
a  11.5403  0  0
b  0  11.5403  0
c  3.5186  3.2586  26.075

Atoms and the computed forces on them: element, x, y, z (angstrom), force x, y, z (eV/angstrom)
Si  0.7525  8.0866  -1.9106  -0.4042  0.2074  -0.1939
Si  -1.4771  11.8167  -0.7206  0.0592  0.0625  -0.0656
Si  8.4  3.3583  -3.5515  -0.1912  -0.1645  -0.5444
Si  3.6013  9.2498  -1.6039  0.0922  -0.1136  0.0391
Si  4.8845  12.0762  -0.9337  0.0513  0.2415  -0.0173
Si  0.2233  4.7828  0.8206  -0.9564  0.1035  0.2138
Si  7.7144  10.2406  2.354  0.1106  -0.1375  -0.1713
Si  7.7223  7.3919  -1.764  -0.2231  0.0335  -0.3964
Si  9.034  4.6213  -0.9274  -0.0481  -0.1203  -0.3932
Si  0.8784  8.6473  1.5058  -0.2994  0.0347  0.2157
Si  0.7047  12.5167  1.2226  -0.678  -0.3678  -0.3976
Si  1.8086  5.1765  -0.87  0.9824  -0.093  -0.4187
Si  3.8991  6.726  2.6166  -0.0642  -0.0483  -0.0908
Si  3.1125  12.6078  1.2871  0.588  0.2141  -0.1017
Si  4.084  4.8321  1.2672  0.6259  0.1578  -0.7218
Si  8.0568  8.2477  0.9617  -0.2136  0.0295  -0.2468
Si  10.8698  8.7817  -0.1798  0.3837  -0.2644  -0.3895
Si  7.1491  4.3821  1.2817  -0.4463  -0.254  -0.354
Si  0.1929  10.6039  2.5854  0.1083  0.0411  0.0959
Si  0.043  14.4503  2.3705  -0.0782  -0.0359  0.2163
Si  0.1526  6.5952  2.4493  0.1382  0.0267  0.1677
Si  3.8426  10.5943  2.4405  -0.1589  0.0768  -0.323
Si  3.6928  14.4395  2.6279  0.0521  -0.147  -0.2588
Si  3.2637  8.5944  1.3138  0.4308  -0.1545  -0.6308
Si  7.4627  12.1491  1.0414  0.149  0.0314  -0.2319
Si  7.4259  14.0306  2.569  0.0705  0.0256  -0.156
Si  7.6662  6.4423  2.4177  -0.0078  -0.0683  -0.074
Si  -1.8972  10.4208  3.7201  0.0495  0.0246  -0.1914
Si  -2.0064  14.2578  3.6914  0.0158  0.044  -0.1741
Si  -1.9097  6.5398  3.7461  0.1247  0.0401  -0.1298
Si  2.0758  10.5764  3.9749  -0.1716  0.1992  0.1282
Si  1.8255  14.4537  3.9622  -0.0321  0.0005  0.0505
Si  1.9933  6.6257  3.9415  -0.2574  -0.1476  0.0151
Si  5.7841  10.4115  3.8019  0.0624  0.0411  -0.0548
Si  5.6154  14.2228  3.9931  0.0251  -0.0398  0.2464
Si  5.8192  6.6316  3.9393  0.105  -0.0043  0.0377
Si  -1.8699  8.5104  5.1006  -0.044  0.0551  -0.01
Si  -1.9228  12.3384  5.0714  0.0403  -0.1021  0.0755
Si  -2.0437  4.6151  5.1288  0.0278  -0.005  0.1151
Si  2.0162  8.604  5.243  -0.0596  0.062  -0.0226
Si  1.9845  12.4936  5.3014  0.0956  -0.1246  -0.0088
Si  1.9218  4.7718  5.3207  -0.0486  0.0346  -0.0132
Si  5.7817  8.5688  5.2914  0.0275  -0.0527  0.0359
Si  5.748  12.2865  5.3131  -0.0776  0.0335  0.0892
Si  5.72  4.6628  5.3096  -0.0014  0.0379  -0.107
Si  0.0449  8.6093  6.4853  -0.0446  -0.0159  -0.0547
Si  -0.0275  12.342  6.4612  0.0039  -0.0481  -0.0003
Si  -0.1003  4.7126  6.4395  0.112  0.0009  0.1123
Si  3.8562  8.6127  6.7141  -0.0593  -0.0382  -0.0019
Si  3.8544  12.4478  6.769  0.0516  -0.0624  -0.0519
Si  3.8067  4.7511  6.6985  -0.0579  -0.0982  0.0069
Si  7.7847  8.5069  6.551  0.0074  0.1287  -0.1592
Si  7.7729  12.2811  6.5625  -0.0582  0.1112  -0.1223
Si  7.6281  4.5744  6.6973  -0.0163  -0.1503  0.102
Si  0.042  10.4919  7.926  0.0757  0.214  -0.0802
Si  -0.1316  14.2932  7.6914  0.0701  -0.282  0.1134
Si  0.03  6.6538  7.7264  -0.0837  0.1516  -0.2051
Si  3.848  10.5351  8.1497  -0.2118  -0.1015  0.0398
Si  3.6429  14.4162  8.0957  0.1117  0.088  0.0373
Si  3.842  6.6638  8.0578  -0.0001  0.1173  -0.1346
Si  7.7962  10.381  7.9839  0.0688  -0.1854  0.1386
Si  7.5878  14.0543  8.0877  -0.0077  0.0737  -0.0623
Si  7.7519  6.6153  7.9384  -0.1567  0.1194  -0.0147
Si  9.7509  10.4295  9.3942  0.143  0.0776  0.0938
Si  9.6463  14.2222  9.1669  0.1317  -0.0858  -0.014
Si  9.77  6.6691  9.1601  0.2687  0.14  0.1451
Si  1.8495  10.5774  9.505  0.0084  -0.2875  0.0743
Si  1.5916  14.2975  9.2488  -0.3876  -0.1291  -0.3368
Si  1.8031  6.6622  9.2513  -0.2314  -0.0942  -0.0858
Si  5.8768  10.6003  9.3831  -0.0056  0.0596  -0.2474
Si  4.7228  3.0928  10.1587  -0.2646  -0.2344  0.2237
Si  5.8291  6.8236  9.3077  0.0142  -0.0251  -0.21
Si  10.4958  8.4854  10.5908  -0.6381  -0.3896  0.5536
Si  10.2449  12.4173  10.6014  -0.4705  0.2415  0.4272
Si  10.0824  4.6714  10.3194  -0.0936  0.0718  -0.0407
Si  1.5144  8.5112  10.6937  0.0355  0.2549  -0.511
Si  1.0868  12.522  10.7931  0.2555  0.0777  0.2869
Si  1.0173  4.7236  10.3845  0.2255  0.0923  0.3712
Si  5.7336  8.6548  10.8247  0.721  -0.002  0.0059
Si  6.2166  12.93  9.8749  0.44  0.1326  0.7041
Si  5.8509  5.0592  10.8086  0.1668  -0.0632  -0.045
Si  4.6992  9.6665  14.405  0.1833  0.2612  0.4413
Si  8.0718  13.309  12.4604  -0.1236  0.0896  0.0356
Si  8.1141  4.7718  11.6557  0.342  -0.1744  0.9248
Si  3.6232  8.1797  11.9432  -0.3436  0.501  0.9416
Si  2.5828  15.6499  12.033  -0.0816  -0.1529  -0.1478
Si  1.5282  2.5621  13.465  -0.051  -0.1633  0.2568
Si  5.1867  4.8304  15.1053  -0.0371  0.0746  0.0997
Si  7.1152  9.6608  20.5878  0.1432  -0.0027  -0.2052
Si  8.3137  7.709  12.6569  0.3051  -0.2935  0.2463
Si  4.461  11.6719  16.493  0.079  0.1147  0.1941
Si  2.1091  3.9282  18.0343  -0.1422  0.0423  0.2012
Si  4.174  5.872  12.3491  0.2185  -0.4664  0.8079
Si  -0.1446  5.5279  17.4166  0.9137  -0.0891  -0.0166
Si  1.0445  8.8087  20.5166  -0.0405  -0.1133  0.0811
Si  7.4014  8.8713  15.2482  0.0097  0.2308  0.2164
Si  9.2373  6.0459  18.0247  -0.0879  -0.1719  -0.1119
Si  6.6935  0.0814  14.6162  0.0517  -0.0013  0.2949
Si  1.9318  11.1485  22.2408  -0.1019  -0.0345  -0.4103
Si  3.7058  14.412  20.3076  -0.0558  -0.0879  0.0603
Si  11.5084  1.5074  20.9307  -0.1289  0.1282  -0.013
Si  1.46  3.8089  22.243  -0.1064  0.1153  -0.454
Si  4.1588  6.2754  17.7009  0.0459  0.1263  0.1964
Si  1.8665  7.9309  17.8127  0.0748  -0.1419  0.0348
Si  7.9386  4.0727  15.9897  -0.0542  -0.2594  0.2391
Si  10.6923  1.3088  17.9084  -0.0977  -0.0653  0.3276
Si  5.3909  12.0162  19.4186  -0.0184  -0.0456  -0.0858
Si  6.294  7.2373  22.4961  0.1581  -0.1135  -0.3461
Si  9.0607  5.605  22.7008  0.0972  0.2038  -0.4952
Si  7.9085  2.1609  18.3861  -0.0014  -0.0213  0.3508
Si  2.9494  14.1472  15.3527  0.1666  -0.2774  0.4614
Si  8.5957  16.313  19.8184  -0.4624  -0.6226  0.8982
Si  -0.7356  3.3633  15.4782  -0.0459  0.0819  0.3155
Si  8.6306  8.3004  18.0573  -0.334  1.0992  0.0142
Si  9.1388  11.3699  22.299  0.2187  -0.0965  -0.3636
Si  5.51  5.5091  20.2186  0.1667  -0.0307  0.0703
Si  -0.163  9.9263  18.0495  -0.1436  -0.0088  0.0407
O  10.0197  10.4143  23.2693  0.1971  0.1906  0.2211
O  -0.0685  12.514  -0.2807  0.0804  -0.1043  0.4206
O  -1.3108  10.2207  -0.5658  -0.1373  0.1538  0.2361
O  4.0212  10.744  -1.1859  0.0572  -0.0136  -0.0004
O  9.3403  3.8522  -2.3286  -0.0698  0.1683  0.4268
O  3.836  8.3604  -0.2533  -0.3114  0.1758  0.2685
O  10.3955  4.8864  -0.1199  0.0176  0.018  0.0315
O  3.8525  13.0543  -0.1487  -0.1185  -0.3531  0.2422
O  6.2182  11.8846  -0.0132  -0.003  0.1151  0.1135
O  3.2664  5.1702  -0.1156  -0.6338  -0.0895  0.0556
O  7.2255  8.2963  -0.495  0.4412  -0.1071  0.336
O  8.8535  12.3761  0.1984  -0.0053  -0.0946  0.0672
O  5.6263  4.642  0.6705  0.1024  -0.0511  0.8061
O  9.6165  7.9107  0.4598  -0.258  0.5221  0.0917
O  9.7049  8.2945  12.0457  -0.0671  0.0397  -0.3431
O  8.3021  6.0786  12.6312  -0.2351  0.3073  -0.3026
O  9.5144  12.6363  12.108  0.1218  0.0114  -0.3586
O  7.495  12.7982  13.8876  0.035  -0.0709  -0.2823
O  7.6347  8.4522  16.7801  0.1354  -0.1565  -0.1401
O  1.4549  12.7889  12.4341  -0.2976  0.3737  -0.334
O  5.9329  12.1588  15.9585  -0.1284  -0.1822  -0.2674
O  7.0404  12.8369  11.31  0.2494  -0.0632  -0.2755
O  3.5937  2.8801  11.3989  0.135  0.6722  -0.4091
O  7.0279  8.3541  11.8775  -0.443  0.1724  -0.2094
O  7.4064  2.998  17.1015  0.1818  0.3076  -0.2337
O  4.2984  3.4737  15.044  -0.0932  0.0965  -0.0553
O  7.7449  8.859  19.3184  0.2597  -0.1838  -0.11
O  6.508  8.6259  21.6713  -0.0506  -0.0869  0.1637
O  -1.8764  12.1091  -2.2431  0.04  -0.0041  0.2995
O  9.1114  2.0771  -4.2667  -0.0196  -0.0192  0.3588
O  1.9211  9.6652  21.5704  -0.1354  0.2213  0.0894
O  2.6635  14.3443  19.0548  0.0966  0.2476  -0.1134
O  8.2187  5.9695  -1.2482  0.2252  -0.1124  0.0843
O  0.9534  11.3363  23.5289  -0.1025  -0.1339  0.1191
O  10.1597  0.8367  21.5395  0.0462  -0.1127  0.1567
O  11.2792  1.7709  19.3526  -0.0323  -0.0848  -0.2292
O  6.6725  12.8963  19.0008  -0.0445  -0.0226  -0.0634
O  4.7555  5.8133  13.9053  -0.0688  0.0457  -0.3175
O  11.7242  7.7429  21.3691  0.1845  0.0183  0.0935
O  3.3751  7.6439  17.2702  -0.1953  -0.2087  0.1314
O  2.1336  3.426  16.5023  0.0852  -0.0363  -0.0504
O  -0.2571  4.8548  15.9301  -0.1778  -0.2509  0.0067
O  5.9102  10.6773  20.1724  0.1097  0.0407  0.0179
O  9.2063  3.4292  15.2032  0.0336  0.1529  0.0571
O  8.542  14.707  19.5052  0.0292  0.2134  -0.3738
O  3.0472  5.2221  18.1895  0.0735  -0.0157  -0.1653
O  3.6002  9.0339  13.4161  0.2348  -0.4979  -0.6223
O  11.0504  2.3349  16.7208  -0.0704  0.1539  -0.2286
O  3.3472  12.7383  16.0372  0.1042  0.0858  -0.0052
O  7.7416  10.4611  15.0669  -0.3699  -0.1347  -0.1549
O  8.8168  4.3927  23.715  -0.0849  -0.1276  0.3195
O  2.0239  9.1344  -2.022  -0.0512  -0.244  0.0614
O  4.5356  11.5555  18.1076  0.1202  0.099  -0.0857
O  4.4591  12.9701  20.3608  -0.0131  0.1075  -0.0595
O  5.0145  5.6615  16.4888  -0.0536  -0.1646  -0.1855
O  11.588  9.7874  19.6729  0.1644  -0.1222  -0.1831
O  0.6023  4.4235  18.4042  -0.0713  0.2869  -0.3927
O  7.7827  6.5992  22.7011  -0.1559  -0.0699  0.0706
O  8.3456  8.0531  14.2391  -0.2013  0.0155  -0.2764
O  1.9663  7.9936  19.45  -0.2204  0.1649  -0.217
O  8.3488  5.4333  16.7674  -0.0905  -0.175  -0.2622
O  5.8395  8.5952  14.8661  -0.0019  0.1208  -0.1892
O  8.1245  3.3856  12.5398  -0.0312  0.0283  -0.2869
O  9.3661  16.5163  21.2321  -0.1238  0.1955  -0.113
O  4.7829  4.0678  20.1349  -0.0809  0.0763  -0.0385
O  0.8669  6.7838  17.2633  -0.04  0.0018  0.1702
O  1.3796  6.6357  -1.4899  0.1347  -0.2573  -0.0331
O  9.949  9.2257  17.7247  0.0477  -0.2826  0.2325
O  5.5162  -0.6141  13.6891  0.0325  -0.2891  0.2382
O  1.152  9.2995  17.314  -0.0809  -0.1289  0.2209
O  5.3069  6.248  21.6476  0.2229  0.0957  -0.0222
O  9.0803  1.1118  18.0033  0.1484  0.1966  -0.0646
O  0.0548  2.9247  14.1362  0.1867  -0.1915  -0.2516
O  4.5255  8.8705  -2.8741  -0.2425  -0.0104  0.3664
O  8.3612  10.4963  21.1953  -0.0876  0.004  0.1848
O  6.7347  4.3901  14.967  0.0318  0.0805  0.1205
O  3.4524  11.394  22.7359  0.2508  -0.1275  0.0785
O  8.0176  3.7901  0.0097  0.1739  0.3592  0.0491
O  6.9085  3.1069  -2.9653  0.1694  -0.0891  0.1042
O  2.8516  3.235  21.6334  -0.1022  -0.005  -0.0382
O  1.3367  0.6258  21.1167  -0.0374  -0.1053  0.2311
O  5.5374  7.4512  23.9083  -0.1016  0.4336  0.3412
O  7.0779  5.2378  20.0894  -0.0689  0.0807  -0.1741
O  5.0909  6.5116  19.0069  -0.1155  -0.211  -0.1146
O  11.7587  2.8926  21.7366  0.276  -0.0406  0.0683
O  4.0478  10.2668  15.78  0.1637  0.0232  -0.2512
O  -0.192  11.435  17.5263  -0.066  0.0533  0.1232

Results
free energy: -54157.709 eV
free energy less fixed offsets of O -463.61, Si -117.95 eV per atom: -23.489 eV
pressure: -1.49 GPa
stress xx, yy, zz, yz, xz, xy (GPa, positive in tension): 2.2, 0.81, 1.47, 0.19, 0.03, -0.14
